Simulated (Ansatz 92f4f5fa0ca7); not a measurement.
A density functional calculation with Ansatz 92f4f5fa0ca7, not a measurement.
Periodic cell of 252 atoms, Si144O100N8, from a study of silicon, its oxide and their interface. The atomic structure is a simulated model.
Doubt: the cutoff is far below the 930 eV that the study's wrapper takes by default for these files, so forces and energies are approximate.
This geometry differs little from another in the collection (a relaxation step or a small displacement).

Settings
functional: PBE
potential files: Ansatz PAW
basis: plane waves
wave-function cutoff: 580 eV
density cutoff ratio: 5
exchange-correlation grid ratio: 1
k mesh: 1 x 1 x 1, Gamma-centred
self-consistency stop: 5e-08 eV per atom in the density residual
occupations: fixed
spin: none
net charge: 0

Cell vectors (angstrom)
a	10.938	0	0
b	0	10.938	0
c	5.3342	4.8172	36.0666

Atoms and the computed forces on them: element, x, y, z (angstrom), force x, y, z (eV/angstrom)
Si	6.8687	3.185	28.5906	-0.0161	0.0151	-0.0132
Si	9.7121	5.9142	28.6951	-0.0228	0.0079	-0.0047
Si	6.4471	9.2371	28.5432	0.0046	-0.02	-0.0007
Si	9.0834	0.9667	28.724	0.0204	-0.0056	0.0489
Si	0.8907	3.6084	28.6814	0.0136	-0.0095	0.0179
Si	3.6611	6.3613	28.5009	0.0246	-0.0112	-0.0043
Si	12.316	8.5344	28.6325	0.0031	0.0134	-0.0109
Si	4.1292	0.4687	28.4278	-0.0044	-0.0035	-0.0108
Si	8.021	4.7952	29.8953	-0.0123	0.0104	0.0284
Si	10.8205	7.4595	30.0557	-0.0027	-0.0009	0.0308
Si	7.9659	-0.637	29.9928	-0.0004	-0.0035	0.01
Si	10.6987	2.0823	30.0234	-0.0073	0.0019	-0.0002
Si	2.5602	4.7865	29.8834	0.0129	-0.0224	0.0121
Si	5.2854	7.5599	29.79	0.0081	-0.0125	0.0199
Si	13.4981	10.2472	29.8025	-0.0082	0.0119	0.0234
Si	5.2699	2.0217	29.8593	-0.0241	0.0212	0.0208
Si	6.6684	6.2158	31.2274	-0.0023	0.0042	-0.0114
Si	9.4193	8.9234	31.2842	-0.0001	-0.0014	-0.0035
Si	6.644	0.7482	31.326	0.0057	-0.016	0.0065
Si	9.3792	3.4897	31.3383	0.0124	-0.015	0.0029
Si	12.2146	6.1318	31.353	-0.0081	0.0077	0.0015
Si	14.8913	8.9255	31.2381	0.0035	0.001	0.0138
Si	12.1719	11.636	31.2504	0.0002	-0.0059	-0.0096
Si	3.9611	3.4414	31.2439	-0.0037	-0.0003	-0.0101
Si	5.3342	4.8172	32.6484	-0.017	0.0515	-0.3524
Si	8.0687	7.5517	32.6484	-0.1645	-0.0353	-0.1541
Si	5.3342	10.2862	32.6484	-0.3051	-0.1209	0.1149
Si	8.0687	2.0827	32.6484	-0.279	0.0956	0.3843
Si	10.8032	4.8172	32.6484	-0.0714	-0.1081	0.4877
Si	13.5377	7.5517	32.6484	0.2789	0.1245	0.1311
Si	10.8032	10.2862	32.6484	0.0375	-0.0261	-0.1053
Si	13.5377	2.0827	32.6484	-0.0045	-0.0687	-0.2408
Si	1.3673	-1.3673	3.418	-0.3565	-0.1122	0.359
Si	4.1018	1.3673	3.418	0.2561	-0.021	-0.0846
Si	1.3673	4.1018	3.418	-0.129	-0.1309	-1.1133
Si	4.1018	-4.1018	3.418	0.5434	0.4075	-1.113
Si	6.8362	-1.3673	3.418	0.4789	-0.0388	0.409
Si	-1.3673	1.3673	3.418	-0.3329	-0.4904	0.4438
Si	6.8362	4.1018	3.418	0.3511	-0.0622	0.3086
Si	-1.3673	6.8362	3.418	-0.1588	0.6071	0.346
Si	2.7842	-0.0423	4.7584	0.0236	-0.0252	0.0176
Si	5.5501	2.6567	4.7925	-0.0031	0.0025	-0.0014
Si	2.6837	5.5488	4.5872	-0.0298	-0.0115	0.0153
Si	5.5533	-2.8307	4.7519	0.0015	0.024	-0.0096
Si	-2.7558	-0.0472	4.9959	-0.0385	0.038	-0.0147
Si	0.0597	2.7028	4.702	-0.0314	0.0241	-0.0074
Si	8.2165	5.514	4.825	-0.0275	-0.0042	0.0024
Si	-0.1081	-2.6376	4.9061	0.0126	-0.0182	0.0072
Si	1.4307	1.3591	6.0599	-0.0004	0.0453	0.0448
Si	4.1065	4.208	5.7533	-0.0024	0.0294	0.0097
Si	1.4097	-4.0719	5.9861	0.074	0.0315	0.0391
Si	4.1903	-1.4667	6.0237	0.0118	-0.0197	0.0608
Si	-4.2012	1.2938	6.4344	0.1586	0.0704	0.0315
Si	-1.2147	4.1495	6.0116	0.1983	0.009	0.1222
Si	6.8018	-4.139	6.3223	-0.0227	0.0159	0.0136
Si	-1.43	-1.3572	6.6462	0.008	-0.0015	0.0105
Si	-0.0169	0.5069	7.6898	0.0233	0.0247	0.0166
Si	2.7779	2.9766	7.1135	-0.0674	-0.0217	-0.0604
Si	0.538	-5.7139	7.3405	-0.1791	-0.0567	-0.1772
Si	2.9674	-2.9778	7.3255	-0.0138	0.0022	-0.1477
Si	5.3893	-0.4351	7.7509	-0.0354	-0.1048	-0.0698
Si	-2.4683	2.7614	7.3449	-0.0921	-0.068	-0.1074
Si	5.0197	5.5976	7.3758	0.0343	0.0002	-0.0329
Si	-3.2289	-2.7505	8.0819	-0.0288	0.0141	-0.0335
Si	6.7014	3.45	34.0156	0.0678	-0.0797	0.0179
Si	9.4359	6.1845	34.0156	0.0404	-0.0183	-0.0084
Si	6.7014	8.919	34.0156	-0.0303	-0.0314	-0.0297
Si	9.4359	11.6535	34.0156	-0.0172	0.0242	-0.0335
Si	12.1704	3.45	34.0156	-0.1311	-0.048	0.0101
Si	3.9669	6.1845	34.0156	-0.0111	0.0775	-0.0094
Si	12.1704	8.919	34.0156	-0.0029	-0.0482	-0.0209
Si	14.9049	11.6535	34.0156	-0.0032	-0.1081	0.0047
Si	8.0687	4.8172	35.3829	-0.0097	0.0219	-0.0243
Si	10.8032	7.5517	35.3829	-0.0608	0.0392	-0.0245
Si	8.0687	10.2862	35.3829	0.0014	-0.0231	-0.016
Si	10.8032	2.0827	35.3829	-0.0004	-0.0565	0.0128
Si	2.5997	4.8172	35.3829	0.0451	0.0176	-0.0209
Si	5.3342	7.5517	35.3829	0.0607	-0.0084	-0.0028
Si	13.5377	10.2862	35.3829	-0.0514	0.0342	-0.0215
Si	5.3342	2.0827	35.3829	-0.0284	0.0654	-0.0227
Si	1.3673	1.3673	0.6835	0.0272	0.0393	0.0364
Si	4.1018	4.1018	0.6835	0.0683	-0.0615	0.0076
Si	1.3673	6.8362	0.6835	0.0156	0.0095	0.0195
Si	4.1018	-1.3673	0.6835	-0.0615	0.0404	-0.0066
Si	6.8362	1.3673	0.6835	-0.0148	-0.0281	0.0206
Si	-1.3673	4.1018	0.6835	-0.0077	0.0224	-0.0141
Si	6.8362	-4.1018	0.6835	0.0117	-0.052	0.0434
Si	-1.3673	-1.3673	0.6835	0.0015	-0.0748	-0.0008
Si	0	0	2.0507	-0.0694	-0.0545	0.029
Si	2.7345	2.7345	2.0507	0.0258	0.1251	-0.0308
Si	0	5.469	2.0507	0.0428	-0.1114	0.0061
Si	2.7345	-2.7345	2.0507	0.109	-0.0108	-0.0269
Si	5.469	0	2.0507	-0.0526	0.0292	0.0412
Si	8.2035	2.7345	2.0507	0.0214	0.0673	0.0522
Si	5.469	5.469	2.0507	-0.1413	0.0223	-0.0283
Si	8.2035	-2.7345	2.0507	0.0921	0.1128	-0.0226
Si	8.9706	10.1596	19.3381	-0.0019	0.0031	0.0149
Si	7.9129	10.2232	15.2797	0.0217	-0.0034	0.002
Si	18.9985	13.1215	18.6793	-0.0074	0.001	0.0208
Si	7.1238	6.2957	16.8505	-0.0037	-0.0031	0.0161
Si	13.4307	2.5344	23.4891	-0.0115	-0.0114	0.026
Si	-2.5006	-3.4448	11.0192	0.0063	-0.0304	0.0023
Si	9.7871	12.2668	22.5715	0.0094	-0.0085	0.0204
Si	3.6097	-8.2259	11.9441	0.0056	-0.0124	0.0008
Si	-0.2516	5.7449	10.0367	-0.0437	-0.0018	-0.0316
Si	-4.1443	6.7908	13.7684	-0.0005	0.0022	0.0056
Si	9.0429	-7.3159	13.3024	0.0105	0.0072	0.0156
Si	6.3618	-1.8059	20.0527	-0.004	-0.0022	0.0163
Si	-3.5533	1.9776	11.0185	-0.004	-0.0368	-0.0339
Si	4.0182	-0.5048	11.8644	-0.0154	-0.0079	-0.0188
Si	1.0131	3.8209	13.5001	0.0014	0.0193	-0.0021
Si	2.1623	-1.5851	20.1149	0.0064	0.0008	0.0145
Si	6.384	4.2539	12.203	-0.0029	0.0288	-0.0077
Si	2.7513	6.3668	20.619	0.0125	-0.0027	0.0193
Si	-7.815	1.308	20.9393	-0.0032	-0.0021	0.0174
Si	7.9304	7.3597	26.581	-0.0217	-0.0064	-0.0188
Si	22.5079	3.5521	16.6177	0.0021	0.0021	0.0243
Si	9.3184	15.0018	23.2832	-0.0057	0.0005	0.0065
Si	11.798	15.8651	22.1995	0.005	0.0014	0.0089
Si	12.7198	3.7873	9.7779	-0.0364	0.0166	0.0121
Si	4.7409	-7.7283	9.308	0.0095	0.0072	0.0042
Si	0.2555	8.9471	17.7217	0.0003	0.0001	0.0148
Si	12.9367	1.5861	26.4245	-0.0088	0.0015	-0.0304
Si	7.0752	10.7681	22.6735	-0.0018	0	0.0098
Si	10.4833	6.3175	12.8378	0.0036	0.0146	-0.0207
Si	-2.9934	-5.8804	9.5157	0.008	0.0074	-0.0272
Si	16.1963	12.9845	22.8248	-0.0042	0.0013	0.011
Si	5.9039	20.0802	17.2227	0.0053	-0.0035	0.0191
Si	2.548	-0.7446	9.2793	-0.0137	0.0196	0.0018
Si	10.6864	9.6306	22.0167	0.0019	0.0079	0.0199
Si	2.8037	14.6555	18.8845	0.0027	0.0046	0.0134
Si	5.2246	-1.5776	14.3987	-0.0011	-0.0034	0.0007
Si	5.6466	5.1277	26.4612	0.0018	0.0099	-0.0127
Si	9.9	14.3041	20.6406	-0.0001	0.0028	0.0179
Si	-0.5978	-2.7377	15.0734	-0.0052	-0.007	-0.0037
Si	5.88	4.2013	18.6485	0.0005	-0.0069	0.022
Si	-1.8549	2.0574	15.8678	0.0025	-0.0098	0.0104
Si	16.6241	6.1904	21.1094	-0.0108	-0.0083	0.0291
Si	9.023	8.8748	24.2448	0.0039	-0.0118	0.011
Si	6.5522	4.6776	23.5916	-0.0181	0.0041	0.0105
Si	-0.9071	2.7423	9.7036	-0.0247	0.0113	-0.039
Si	10.0946	6.2535	17.265	0.0013	-0.0003	0.0173
Si	10.7529	-0.6793	26.574	0.0083	-0.0004	-0.027
Si	6.726	-1.0356	10.4428	0.0083	0.0154	-0.0139
N	7.9662	-4.0633	9.3867	0.0233	-0.0416	0.0508
O	6.6377	2.8239	19.0944	0	0.0066	-0.0154
O	15.0209	2.5724	23.8019	-0.0027	0.0028	-0.0036
O	8.0869	15.5358	24.1909	0.0035	0.0002	0.0017
O	6.723	6.304	26.6965	0.0004	-0.0024	0.0052
N	-1.3842	-6.5097	9.9135	0.0294	0.0055	0.0231
O	13.4652	7.4855	28.0389	-0.0084	0.0042	-0.0195
N	1.7273	-6.8685	8.056	0.0459	-0.0414	0.0163
O	10.747	4.7808	17.3129	0.0019	-0.0054	-0.0126
O	5.5284	4.8817	24.8506	0.0061	-0.0015	-0.0064
O	7.2558	-0.9576	16.7694	-0.0063	-0.0082	-0.014
O	13.417	5.2358	19.4526	-0.0022	-0.0031	-0.0049
O	4.0786	2.3944	8.0363	0.0101	0.0181	0.0073
O	12.3647	2.7585	27.389	0.0069	-0.0045	-0.0059
O	1.1637	0.0856	8.8587	0.0127	-0.0133	-0.0039
O	9.7104	0.2132	27.4239	-0.0024	-0.0084	-0.0181
O	7.4288	6.5236	15.2594	-0.0105	0.0054	-0.0121
O	5.3082	10.3156	27.9758	-0.019	0.0165	-0.0176
O	4.2312	5.6297	27.1166	-0.0069	-0.0028	0.0017
O	-0.7643	6.717	15.7161	0.0034	0.0231	-0.011
O	9.2005	6.7597	27.3858	0.0145	-0.0013	0.0113
O	7.6981	9.6493	23.6705	-0.0038	0.0081	-0.0059
O	2.3311	-2.2459	8.6599	0.0028	0.0104	0.049
O	11.5883	2.6428	10.1968	0.0172	-0.0166	0.0112
N	-3.3123	3.0515	12.3945	-0.0027	-0.0058	-0.0058
O	18.9587	13.0786	17.0725	0.0025	0.0021	-0.0063
O	13.1864	1.3836	22.3362	-0.0001	0.0045	-0.002
O	12.1728	5.1794	10.4622	0.0114	-0.0103	0.0098
O	6.384	15.8283	17.2443	0.0026	0.0037	-0.0034
O	9.2624	14.1358	19.169	0.0046	-0.0007	-0.0009
O	7.3533	8.7434	27.2418	0.0053	0.0045	0.0049
O	17.2327	3.2895	22.7756	0.006	0.0025	-0.0007
O	5.9025	7.7284	20.6821	-0.0004	-0.0079	-0.0088
O	-3.2135	-3.6438	12.5098	-0.0047	0.0034	0.0077
O	-1.6901	-5.6735	13.2535	-0.0094	-0.0115	0.005
O	-0.3704	3.0274	13.0147	-0.0133	-0.0026	0.0069
O	6.0735	-8.4309	10.0399	-0.0106	0.0034	0.0257
O	4.0315	-4.1137	7.8666	-0.0085	0.0032	0.0371
O	12.5006	17.2579	21.7492	-0.0069	-0.0044	-0.0019
O	12.8263	14.2425	17.6047	0.0005	0.0048	-0.003
O	-0.3337	2.2268	16.4625	-0.0025	0.0027	-0.0047
O	8.1133	-1.8478	10.8148	0.0026	-0.0062	0.004
O	3.4631	1.1272	27.0423	-0.0134	0.0133	-0.0079
O	11.1914	15.2799	20.7739	0.0041	-0.0015	-0.0071
O	17.343	10.1771	21.3042	0.0049	0.0059	0.0014
N	6.5877	9.5399	8.7113	-0.0123	0.0111	0.0245
O	8.9328	-1.9369	14.9402	-0.0003	0.0059	0.0093
O	4.3442	3.7724	18.3965	-0.0061	0.0031	-0.0035
O	4.0318	1.1315	11.9889	-0.0062	0.0097	0.0026
O	8.0172	2.0859	28.1233	-0.002	0.0106	-0.0303
O	4.0269	-0.1567	8.7401	-0.0338	-0.0181	0.0396
O	0.4476	-1.9302	16.076	-0.0072	-0.0041	-0.0081
O	-5.7817	-6.236	8.7666	-0.0161	-0.0147	0.0264
N	3.3294	3.2847	10.3434	0.0315	-0.0102	0.014
O	10.7671	7.7727	13.5622	-0.004	-0.0066	0.0197
O	9.8112	9.9888	20.7053	0.0046	-0.0027	-0.0036
O	8.2445	11.8342	22.3092	-0.0062	-0.0033	-0.0063
N	10.0643	6.8447	11.2133	0.0047	-0.006	-0.0042
O	10.3802	12.8321	21.1588	-0.0026	0.0043	-0.0099
O	2.5916	2.4738	19.9295	-0.0016	-0.0037	-0.0044
O	-3.9415	0.4226	11.1224	0.0082	0.0371	0.0115
O	12.9046	14.8858	22.8808	-0.0013	-0.0032	-0.0036
O	4.9403	3.535	12.3662	-0.0127	-0.0112	0.0045
O	0.8892	-5.539	13.0456	-0.0042	-0.0043	0.0036
O	-2.1133	0.624	15.1378	-0.0117	-0.0116	0.0034
O	3.0424	-0.2159	20.3327	0.0004	0.0059	-0.0085
O	-3.2757	3.9728	8.279	0.0101	0.0232	0.0371
O	6.1657	3.7734	27.2118	0.0027	-0.0069	0.0071
O	7.8573	8.9792	19.4207	-0.0044	0	-0.01
O	10.5871	16.0417	23.2954	0	0.0004	0.0016
O	5.2761	-1.3343	11.1695	-0.0041	-0.0008	0.0104
O	5.9208	11.6256	23.4433	0.0001	-0.0044	0.001
O	12.043	0.2447	26.2709	-0.0023	0.0102	0.0198
O	1.876	2.2285	24.9391	0.0149	-0.0065	0.006
O	10.8878	-4.6534	8.501	0.0126	0.0008	0.0381
O	10.7052	10.982	22.96	-0.0051	-0.0008	-0.0072
O	1.4773	-1.4274	18.6312	-0.0002	-0.0021	-0.0006
O	9.9868	8.4803	22.9599	-0.0024	-0.0003	-0.0016
O	1.1864	3.8638	15.1204	0.0003	-0.0015	-0.0116
O	8.719	14.2149	14.8634	0	-0.003	-0.0105
O	8.8039	3.9572	21.7131	-0.0035	-0.0017	-0.0054
O	6.2271	-5.5982	13.3708	0.0063	-0.0004	0.0027
O	8.5288	17.2039	17.6949	0.0019	-0.0013	-0.0119
N	-1.0518	1.9327	8.1465	-0.02	0.0527	0.0239
O	2.3143	3.0607	12.8763	0.0104	-0.002	0.0027
O	15.0463	5.9453	21.4085	0.0187	-0.0004	-0.0173
O	4.6696	12.6335	21.3337	0.0016	0.0007	-0.0049
O	8.4179	7.591	25.0422	0.0058	0.0045	-0.0051
O	10.7802	4.774	28.1358	0.0114	-0.0135	-0.0245
O	12.1379	9.2216	21.4366	-0.006	0.0005	-0.0066
O	5.5469	-3.113	13.9505	0.0056	-0.0001	0.0058
O	17.4048	5.8993	22.5119	-0.011	-0.0021	-0.0199
O	6.1376	5.2443	19.8726	-0.0073	0.006	-0.0003
O	-2.6611	11.6299	19.2812	0.0034	-0.003	-0.0075
O	8.9199	1.864	10.5006	0.0066	0.0099	0.0048
O	13.864	7.8992	20.0597	-0.0037	-0.0058	-0.0084
O	5.4446	9.5997	18.7436	0.0059	-0.0024	-0.012
O	9.8248	13.4763	23.6952	-0.002	0.0028	-0.0012
O	2.6996	-0.8317	10.9218	0.02	0.0021	0.0294
O	10.9029	7.3783	18.1584	-0.0006	-0.0036	-0.0106
O	11.3539	8.9732	27.3688	-0.0048	0.0002	0.0044
O	6.1836	7.5351	17.3422	0.0026	0.0113	-0.0085
O	9.9119	9.9145	18.0358	-0.0046	0.0004	0.0013
O	4.8097	9.4015	16.0069	0.0015	0.0019	-0.0034
O	-4.0613	-5.941	10.7963	-0.0044	-0.0053	0.0152
O	9.9248	9.7428	25.2839	0.0024	0.0037	0.0114
O	4.0223	-1.0204	13.4361	0.0079	0.0082	-0.0041
O	17.5728	10.2261	14.2397	-0.0009	-0.0039	0

Results
free energy: -151495.644 eV
free energy less fixed offsets of N -385.13, O -568.88, Si -635.61 eV per atom: 1.236 eV

The program warned: the cutoff lies below the one the program advises for these potential files; the exchange-correlation potential is rough where the density is thin.
